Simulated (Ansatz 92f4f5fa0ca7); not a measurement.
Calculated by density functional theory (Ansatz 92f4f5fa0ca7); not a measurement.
Periodic cell of 214 atoms, Si131O81B2, from a study of silicon, its oxide and their interface. The atomic structure is a simulated model.
Doubt: the cutoff is far below the 930 eV that the study's wrapper takes by default for these files, so forces and energies are approximate.

Settings
functional: PBE
potential files: Ansatz PAW
basis: plane waves
wave-function cutoff: 580 eV
density cutoff ratio: 5
exchange-correlation grid ratio: 1
k mesh: 1 x 1 x 1, Gamma-centred
self-consistency stop: 5e-08 eV per atom in the density residual
occupations: fixed
spin: none
net charge: 0

Cell vectors (angstrom)
a	10.938	0	0
b	0	10.938	0
c	0	0	31.5432

Atoms: element, x, y, z (angstrom)
Si	10.4094	0.5931	24.3166
Si	6.026	10.5043	24.1129
Si	2.0994	3.2686	24.0586
Si	8.6796	2.2825	24.26
Si	0.4675	5.0713	24.1297
Si	5.0294	5.9219	24.2412
Si	3.3637	7.6633	24.1596
Si	7.8196	8.8315	23.9969
Si	1.3277	1.4884	25.4296
Si	6.8925	1.322	25.4471
Si	3.999	4.106	25.3254
Si	9.6389	4.1139	25.3903
Si	1.4619	6.827	25.3469
Si	6.8869	6.9641	25.2673
Si	4.2099	9.552	25.3192
Si	9.52	9.6569	25.426
Si	2.766	0.0151	26.6378
Si	8.195	-0.0031	26.9089
Si	-0.0052	2.7828	26.8846
Si	5.4358	2.7414	26.6611
Si	2.7229	5.4486	26.8198
Si	8.2126	5.5274	26.6398
Si	0.0244	8.2192	26.6531
Si	5.5266	8.2225	26.7852
Si	4.1043	1.366	28.0625
Si	9.5749	1.3835	28.2382
Si	1.37	4.1306	28.2428
Si	6.8251	4.1395	28.0172
Si	4.1369	6.8318	28.1296
Si	9.5911	6.8535	28.0478
Si	1.3926	9.588	28.0347
Si	6.8254	9.5527	28.2406
Si	0.03	-0.0167	29.4968
Si	5.4431	0.0208	29.5008
Si	2.7535	2.7164	29.4986
Si	8.1692	2.7736	29.4862
Si	-0.0262	5.5045	29.5042
Si	5.4845	5.4622	29.4842
Si	2.7377	8.2114	29.4645
Si	8.2325	8.1789	29.5015
Si	1.3673	1.3673	30.8594
Si	6.8362	1.3673	30.8594
Si	4.1018	4.1018	30.8594
Si	9.5708	4.1018	30.8594
Si	1.3673	6.8362	30.8594
Si	6.8362	6.8362	30.8594
Si	4.1018	9.5708	30.8594
Si	9.5708	9.5708	30.8594
Si	2.7345	0	0.6835
Si	8.2035	0	0.6835
Si	0	2.7345	0.6835
Si	5.469	2.7345	0.6835
Si	2.7345	5.469	0.6835
Si	8.2035	5.469	0.6835
Si	0	8.2035	0.6835
Si	5.469	8.2035	0.6835
Si	4.1267	1.337	2.0486
Si	9.5374	1.385	2.0339
Si	1.3351	4.1294	2.0464
Si	6.8593	4.0695	2.0595
Si	4.0856	6.8599	2.0369
Si	9.5991	6.8069	2.05
Si	1.3821	9.5541	2.0623
Si	6.8363	9.5643	2.0612
Si	-0.0539	-0.0103	3.3223
Si	5.4757	-0.0232	3.4878
Si	2.7105	2.7225	3.3075
Si	8.2013	2.6963	3.5061
Si	-0.015	5.4692	3.5179
Si	5.4768	5.4873	3.3117
Si	2.7485	8.1977	3.4925
Si	8.2395	8.1751	3.3717
Si	1.3124	1.3591	4.6589
Si	6.8534	1.2969	4.8981
Si	4.0874	4.1132	4.6372
Si	9.5523	4.0735	4.8983
Si	1.3625	6.8625	4.887
Si	6.8745	6.7879	4.7239
Si	4.1272	9.5492	4.8902
Si	9.5818	9.5559	4.7436
Si	2.6401	0.0324	6.0925
Si	8.2223	-0.151	6.2532
Si	0.0086	2.6506	6.18
Si	5.4071	2.7669	6.0652
Si	2.7639	5.4162	6.1244
Si	8.1485	5.4335	6.2501
Si	0	8.2838	6.2331
Si	5.5757	8.1304	6.177
Si	3.5207	1.919	7.1593
Si	10.0401	0.8149	7.4106
Si	1.81	3.6344	7.3491
Si	6.2553	4.5003	7.4022
Si	4.6531	6.2645	7.2575
Si	9.1981	7.2083	7.4071
Si	0.9056	10.1466	7.4945
Si	7.4161	8.8713	7.5119
O	4.5167	6.4815	8.8894
O	1.4566	3.9775	8.9387
O	9.8696	6.7995	8.8787
O	1.2948	10.1168	9.1384
O	6.153	4.1894	9.0432
O	3.8339	1.5986	8.7319
O	7.1116	8.9183	9.1608
O	9.6472	1.0732	8.9975
O	8.2533	2.5773	22.6884
O	10.9502	5.5402	22.6009
O	5.6188	0.0623	22.5883
O	5.296	5.4236	22.6904
O	2.0791	2.8414	22.4466
O	3.2856	7.8106	22.5012
O	8.4188	8.7006	22.4421
O	-0.2074	11.2577	22.7255
Si	2.1076	2.9067	12.9193
Si	8.7494	1.2547	10.3332
Si	1.0003	4.3918	15.3628
Si	7.5512	5.5968	12.218
Si	2.3653	8.1771	21.2143
Si	5.4212	7.8126	12.4909
Si	9.1444	0.2249	15.3291
Si	2.7835	-0.0195	16.6563
Si	10.4791	1.0292	12.685
Si	7.707	2.8854	21.1992
B	10.0975	8.524	14.6118
Si	1.4769	4.7301	10.3849
Si	4.4	9.5135	19.1213
Si	11.0259	6.076	21.0638
B	6.216	10.6237	15.1577
Si	5.3395	0.7619	21.1538
Si	2.4025	9.8018	10.3051
Si	0.4083	10.6348	21.3782
Si	5.7987	5.3133	21.1645
Si	3.6251	7.0681	10.0904
Si	9.1287	5.8433	14.8011
Si	3.6239	4.1547	19.1219
Si	9.9712	3.6794	19.2288
Si	4.1948	8.7268	15.3346
Si	0.217	1.7699	17.0724
Si	6.7226	7.594	19.2992
Si	5.283	3.7395	16.7614
Si	7.8129	5.162	17.4788
Si	6.7264	9.8937	10.4103
Si	4.4457	1.0574	10.1047
Si	0.2579	8.9365	12.1957
Si	9.0816	8.6196	20.941
Si	4.4355	1.7107	14.7113
Si	2.3987	2.1068	21.0247
Si	6.3775	3.3317	10.4122
Si	3.3872	5.954	16.7524
Si	9.9204	6.5289	10.4798
O	-0.0475	2.5456	18.488
O	2.8878	9.7337	15.5019
O	10.8468	4.7682	20.095
O	7.6317	2.378	10.0342
O	10.9041	5.2442	10.796
O	6.5826	6.7375	12.8812
O	10.3881	7.8994	11.2371
O	8.4	6.1797	10.9531
O	5.2745	10.556	20.0102
O	2.1203	3.6459	11.4466
O	7.8989	8.6107	19.8113
O	6.1189	6.8034	20.6001
O	5.4186	2.7947	15.4498
O	1.28	0.9249	20.6789
O	6.1522	9.0822	11.7212
O	4.6729	5.1343	16.1784
O	6.7037	3.9678	17.5183
O	10.5364	10.4188	12.1797
O	5.4535	0.4912	14.2982
O	8.0142	5.5066	15.9175
O	9.8839	9.7131	15.2512
O	-0.414	5.1378	15.1853
O	1.5117	6.8467	20.7744
O	1.3075	0.5228	17.1445
O	6.53	1.8226	20.8034
O	1.0196	1.6779	12.9335
O	3.2182	5.574	18.3624
O	9.7183	1.8396	11.5019
O	0.7948	2.9381	16.0784
O	8.6173	5.2124	13.3881
O	11.1589	8.3799	13.7248
O	1.4192	9.4046	21.7193
O	10.0718	9.9094	20.6026
O	3.2223	0.2037	10.8096
O	5.1028	2.3703	10.8491
O	1.6733	4.1066	13.9177
O	8.0345	10.7923	10.8172
O	9.1794	4.5758	18.1223
O	5.595	9.5306	15.7545
O	5.6124	-0.0265	9.817
O	3.5585	2.2902	13.4424
O	1.9738	5.458	16.116
O	9.5444	1.1072	14.0125
O	4.4255	7.0211	11.4905
O	4.6562	4.5565	20.3034
O	9.7338	1.0863	16.5932
O	6.6832	4.3141	11.6855
O	5.5154	8.4364	18.5853
O	8.9581	2.8054	20.1638
O	3.4408	1.2715	15.9229
O	4.2886	3.1985	17.9565
O	9.8535	7.1834	20.8179
O	3.3497	8.6283	9.6777
O	3.7608	7.4931	16.3388
O	7.5289	-0.0076	15.4248
O	9.259	7.4695	14.8277
O	3.8848	1.4743	21.1887
O	1.775	9.1264	11.6544
O	2.3106	6.131	10.2737
O	7.3101	6.503	18.2475
O	7.159	4.4204	21.1134
O	4.5205	8.2395	13.7958
O	3.2796	8.6861	19.9747
O	2.4536	3.2416	19.8275
O	3.6145	10.3493	17.9536

Results
free energy: -129657.173 eV
free energy less fixed offsets of B -154.04, O -568.88, Si -635.61 eV per atom: -4.903 eV

Forces (eV/angstrom), in the order of the atoms: element, x, y, z
Si	0.0135	-0.0016	0.0306
Si	-0.0053	0.0332	-0.0141
Si	0.0053	-0.0154	0.0129
Si	-0.0235	0.0084	-0.0302
Si	-0.0222	0.003	-0.0179
Si	0.0289	-0.0104	0.0512
Si	0.0029	-0.0321	-0.0005
Si	0.0483	-0.056	0.066
Si	-0.0249	0.0302	0.0389
Si	0.0236	-0.0272	0.077
Si	-0.023	0.0222	0.0087
Si	0.0257	-0.0261	0.0781
Si	0.0139	-0.0151	0.0535
Si	-0.0418	0.0327	-0.022
Si	0	-0.0167	0.0319
Si	-0.0639	0.0261	0.0492
Si	-0.0077	0.0292	-0.1287
Si	0.0113	-0.0085	0.2068
Si	0.0077	0.0009	0.2065
Si	-0.0119	-0.0001	-0.1143
Si	-0.0045	-0.0105	0.1284
Si	0.021	0.0157	-0.1201
Si	0.0081	0.033	-0.1176
Si	0.0274	0.0008	0.1061
Si	0.0146	0.0209	0.0696
Si	-0.035	0.0187	-0.3644
Si	-0.0261	-0.0265	-0.3531
Si	0.0261	-0.0742	0.1336
Si	-0.1082	0.047	-0.091
Si	-0.0069	-0.0081	0.0981
Si	-0.0186	-0.0223	0.1289
Si	0.0324	0.1167	-0.3305
Si	0.0237	-0.0562	-0.023
Si	-0.0046	0.0088	0.0761
Si	0.0151	-0.025	0.0172
Si	-0.0373	0.0457	0.017
Si	-0.0239	0.0001	0.0755
Si	0.0197	-0.034	-0.0384
Si	0.0126	-0.0263	-0.0214
Si	0.026	-0.0458	0.0185
Si	0.1785	-0.0897	0.1181
Si	-0.1709	0.166	-0.0898
Si	0.1509	-0.0922	0.0071
Si	-0.1965	0.1722	-0.0622
Si	-0.0044	0.2492	-0.1264
Si	0.1177	-0.1581	0.0541
Si	-0.168	0.0731	-0.0798
Si	0.1824	-0.0824	0.0573
Si	0.0647	-0.1871	0.0864
Si	-0.1989	0.0384	-0.0928
Si	-0.1756	0.1244	-0.0837
Si	0.1448	-0.1308	0.0807
Si	-0.1427	0.1153	-0.0642
Si	0.1143	-0.2314	0.1267
Si	0.2345	-0.1067	0.1008
Si	-0.0413	0.1656	-0.093
Si	-0.004	-0.0011	-0.0323
Si	-0.0125	0.0829	-0.0113
Si	-0.0438	0.0531	0.0341
Si	0.0378	-0.0266	-0.0543
Si	-0.0538	0.0578	-0.0144
Si	0.0177	-0.0281	-0.0302
Si	0.0046	-0.0055	-0.0555
Si	0.0097	-0.0018	0.0431
Si	0.178	-0.0448	0.2906
Si	-0.0134	0.0206	-0.1047
Si	0.0774	-0.033	0.3151
Si	-0.0409	0.0784	-0.101
Si	0.0199	-0.006	-0.1343
Si	0.0519	-0.1333	0.371
Si	-0.0404	0.028	-0.0988
Si	-0.0721	-0.0156	0.1666
Si	-0.0104	0.0238	-0.1394
Si	-0.0157	-0.0032	0.1088
Si	-0.0314	0.0045	-0.2051
Si	-0.0014	-0.0615	0.1286
Si	0.0331	-0.0062	0.1059
Si	-0.0052	0.0167	-0.1209
Si	-0.0055	-0.028	0.0871
Si	-0.0119	-0.0023	-0.0942
Si	-0.0262	-0.0273	-0.0161
Si	0.0475	-0.0165	0.0288
Si	0.0333	-0.0381	0.0091
Si	0.028	0.0046	-0.1183
Si	0.0284	-0.0575	-0.025
Si	-0.0301	-0.0039	-0.0435
Si	0.0087	0.003	-0.057
Si	0.0106	-0.0126	0.0086
Si	-0.0795	0.0901	-0.0038
Si	-0.052	0.0374	-0.0494
Si	-0.0025	0.0153	-0.0509
Si	-0.0515	0.0113	0.0452
Si	-0.0271	-0.003	-0.0545
Si	0.1359	0.082	0.0793
Si	0.03	0.0117	0.0379
Si	-0.0432	0.0197	-0.0182
O	0.0081	0.0176	0.0453
O	-0.0101	0.0027	0.0201
O	-0.072	0.0084	-0.1011
O	0.002	0.0002	-0.0401
O	0.0251	-0.0288	-0.0152
O	0.0187	0.0097	0.0222
O	0.016	-0.0269	0.0275
O	-0.0124	0.006	0.0123
O	0.0112	-0.0102	0.0458
O	0.0018	0.0044	0.0266
O	0.004	-0.0139	0.0326
O	0.0026	-0.0198	-0.0484
O	-0.0033	-0.0042	-0.0261
O	-0.0109	0.0152	0.0123
O	-0.0022	0.0197	-0.0428
O	0.0023	0.001	-0.0027
Si	0.0021	-0.0116	-0.0299
Si	-0.0084	-0.027	-0.0364
Si	0.0474	-0.0017	-0.0184
Si	-0.056	0.0317	-0.0593
Si	0.0147	0.0149	0.0095
Si	0.0404	0.0029	-0.056
Si	-0.058	0.0457	0.0179
Si	-0.0033	0.0342	0.031
Si	0.0285	-0.0406	-0.0829
Si	-0.0192	0.017	-0.0167
B	0.121	-0.1189	-0.2448
Si	-0.0374	-0.0154	-0.0176
Si	0.0149	-0.0156	0.0213
Si	0.0216	-0.0039	0.0068
B	-0.2423	0.0308	0.0089
Si	-0.0036	0.017	-0.0145
Si	-0.0383	-0.0183	-0.0284
Si	0.0057	-0.0024	0.0101
Si	-0.0156	0.0231	0.0231
Si	-0.0322	-0.0457	0.0121
Si	-0.0288	-0.1146	-0.0047
Si	0.007	-0.0093	0.0025
Si	-0.0172	0.0125	0.0378
Si	-0.0197	-0.0604	-0.0616
Si	0.0393	0.0169	0.0122
Si	-0.0009	-0.0147	0.0206
Si	-0.0016	-0.0429	0.0191
Si	-0.0488	-0.0467	0.0629
Si	0.02	0.0582	0.0766
Si	-0.0032	-0.019	-0.0038
Si	-0.0098	0.0096	0.0189
Si	-0.0588	0.0228	-0.0054
Si	0.0646	0.0449	0.0158
Si	0.0253	0.0105	0.0081
Si	0.0369	-0.014	0.0091
Si	0.0315	-0.0087	0.0139
Si	-0.0375	-0.0751	0.0179
O	-0.0091	0.0022	-0.0047
O	0.0125	-0.0217	-0.0008
O	-0.0114	0.002	-0.0123
O	0.0129	0.0403	0.0497
O	0.0096	0.0181	-0.0251
O	0.0262	0.0198	0.0401
O	0.0087	-0.0338	-0.0511
O	-0.0225	-0.0115	0.0046
O	-0.0112	0.0028	-0.0123
O	0.0292	-0.0379	0.0401
O	0.0008	0.0007	-0.0173
O	0.011	0.0183	-0.019
O	0.0165	0.0089	-0.0223
O	-0.0088	0.0035	0.0072
O	-0.0114	0.0197	-0.0404
O	-0.0169	0.0258	-0.0164
O	0.0203	0.032	0.0048
O	0.0112	0.0546	0.0267
O	-0.0154	-0.0291	-0.0345
O	0.0134	0.0369	-0.0126
O	-0.0255	0.0241	0.0911
O	-0.0238	0.0196	-0.0011
O	-0.0087	0.0018	0.0008
O	0.0124	-0.0115	-0.0074
O	-0.0066	-0.0095	0.0037
O	-0.0236	-0.032	-0.006
O	-0.0168	0.0162	-0.0289
O	0.0248	0.0581	0.0092
O	-0.0405	0.0099	-0.0028
O	0.0157	-0.0007	0.0135
O	-0.0332	-0.0176	0.1216
O	0.0002	-0.0016	-0.0076
O	0.0072	0.0096	-0.0132
O	0.008	0.0263	0.0105
O	-0.0436	-0.0217	-0.0042
O	-0.0145	0.0018	0.0244
O	-0.0269	-0.022	0.0072
O	0.0058	0.0074	-0.0045
O	0.1568	0.0263	-0.0342
O	0.0062	-0.0048	-0.0539
O	-0.0025	-0.0105	-0.012
O	-0.0254	-0.0095	-0.0141
O	-0.0412	-0.0369	0.0538
O	-0.012	0.0102	0.0237
O	-0.0016	0.0025	-0.0254
O	0.0105	-0.0262	-0.019
O	0.0294	0.0177	0.008
O	-0.019	0.0304	-0.0098
O	0.0164	0.007	-0.0069
O	-0.0135	-0.0032	0.0407
O	-0.0265	-0.0356	0.0076
O	0.0149	-0.018	-0.0103
O	0.0383	0.0095	-0.0175
O	-0.0065	0.0196	-0.0127
O	0.0359	-0.0123	0.0422
O	0.0173	0.0844	0.0443
O	-0.0075	0.0038	0.0002
O	0.0321	0.003	-0.0476
O	0.0343	0.0277	0.0338
O	0.0135	0.001	-0.0196
O	0.0113	-0.0281	0.0027
O	0.0162	0.0197	0.03
O	0.0021	0.0039	-0.0184
O	-0.0203	-0.0151	0.0113
O	0.0028	0.0008	-0.0125

The program warned: the cutoff lies below the one the program advises for these potential files; the forces do not sum to zero within the program's tolerance; the exchange-correlation potential is rough where the density is thin.
